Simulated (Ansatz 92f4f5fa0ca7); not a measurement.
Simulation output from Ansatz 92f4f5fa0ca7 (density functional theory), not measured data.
Periodic cell of 280 atoms, Si144O88H32N16, with a vacuum gap, from a study of silicon, its oxide and their interface. The atomic structure is a simulated model.

Settings: functional r2SCAN; potential files Ansatz PAW; basis plane waves; wave-function cutoff 800 eV; density cutoff ratio 5; exchange-correlation grid ratio 1; k mesh 1 x 1 x 1, shifted by 0.5 0.5 0 of a step; self-consistency stop 1e-11 eV per atom in the density residual; occupations fixed; spin none; net charge 0; applied field sawtooth along c, amplitude +0.015 V/angstrom in the program's sign convention, ramp centred at 0.9893 of c and 0.0213 of c wide, no dipole correction.

Cell vectors (angstrom)
a	10.8904	0	0
b	0	10.8904	0
c	0	0	46.8402

Atoms and the computed forces on them: element, x, y, z (angstrom), force x, y, z (eV/angstrom)
Si	0.8904	3.3162	33.6058	-0.0051	0.0034	0.008
Si	3.6863	5.8809	33.0973	0.0017	-0.0004	0.0308
Si	0.33	8.9502	33.2604	0.0024	-0.0037	0.0299
Si	3.0562	1.1282	32.7864	0.0005	0.0077	0.0446
Si	-4.9598	3.6536	33.1255	-0.002	0.0029	0.0359
Si	-1.5497	5.5029	33.3156	-0.0012	-0.0063	0.0251
Si	6.0983	9.0297	33.0779	-0.0043	-0.0041	0.038
Si	-1.5131	0.5931	33.237	0.0028	-0.0056	0.0272
Si	2.2434	4.8244	34.6468	0.0013	-0.001	-0.0153
Si	5.0134	7.3605	34.3807	0.0106	0.001	-0.0171
Si	2.1344	-0.7094	34.2262	-0.0059	-0.0023	-0.0104
Si	4.7466	2.0059	34.2969	0.0026	0.0027	-0.0158
Si	-3.2848	4.5542	34.5565	-0.0025	0.0054	-0.0185
Si	-0.6613	7.3231	34.6016	-0.0086	-0.0029	-0.0124
Si	7.5863	10.3127	34.3883	-0.0003	-0.0023	-0.0149
Si	-0.4355	1.8793	34.8445	0.0099	-0.0044	-0.0188
Si	0.8069	6.1148	35.9553	-0.0027	0.0064	0.0142
Si	3.543	8.7918	35.6376	-0.0139	-0.0053	0.0061
Si	0.9224	0.4248	35.9542	-0.0045	0.0081	0.0129
Si	3.5404	3.3041	35.8722	-0.0064	-0.0007	0.0088
Si	6.2815	6.002	35.855	0.0109	-0.0068	0.0049
Si	8.8251	8.7592	35.8159	0.0176	-0.0086	0.0032
Si	6.1676	11.5814	35.743	0.0065	0.0068	0.0076
Si	-1.9616	3.2345	35.9726	-0.0037	0.0009	0.0129
Si	-0.5665	4.6683	37.2268	0.002	-0.0047	0.0157
Si	2.2315	7.4715	37.1788	-0.0145	-0.0147	0.0143
Si	-0.5677	10.003	37.197	0.0005	-0.0017	0.0168
Si	2.212	1.9002	37.2361	-0.0025	0.0094	0.0105
Si	4.9217	4.6335	37.2166	0.0258	0.0153	0.0147
Si	7.5638	7.3957	37.2301	0.0019	-0.0232	0.0099
Si	4.8683	10.1257	37.0864	0.0028	-0.0004	0.0345
Si	7.5409	1.9015	37.2509	0.0038	0.0036	0.0133
Si	1.3665	-1.3865	9.6854	0.004	-0.0018	-0.0314
Si	4.115	1.3331	9.6914	-0.0002	0.0006	-0.0235
Si	1.4014	4.0469	9.5518	0.004	0.0222	-0.0044
Si	4.1052	-4.1096	9.5598	-0.0076	-0.0037	-0.0075
Si	6.8174	-1.3649	9.5761	-0.0137	-0.0078	-0.0081
Si	-1.3864	1.3406	9.6511	0.0036	-0.0021	-0.0112
Si	6.8218	4.0307	9.7218	-0.006	0.0045	-0.0243
Si	-1.3334	6.7768	9.657	-0.0097	-0.0095	-0.0226
Si	2.7525	-0.0419	11.0386	0.0084	0.0019	-0.0104
Si	5.4716	2.6484	11.1217	0.0035	0.0018	-0.0076
Si	2.7717	5.3922	10.8873	-0.0031	-0.0036	-0.0026
Si	5.5068	-2.7872	10.8831	0.0038	0.0009	-0.0037
Si	-2.827	0.0164	10.9983	-0.0011	-0.0017	-0.0069
Si	0.0741	2.6908	10.9089	-0.0005	0.0014	-0.0071
Si	8.2227	5.4046	11.035	0.003	-0.0011	-0.0078
Si	0.0117	-2.7657	11.0355	0.0003	-0.0131	-0.0124
Si	1.4169	1.3854	12.3527	-0.0135	0.007	0.0107
Si	4.1195	4.1145	12.3529	-0.0024	0.0095	0.0132
Si	1.3967	-4.2302	12.2836	0.0144	-0.0085	0.0117
Si	4.1257	-1.5164	12.2611	0.008	-0.0107	0.0142
Si	-4.1865	1.236	12.6009	0.0024	-0.0095	0.01
Si	-1.2753	3.9907	12.3064	0.0023	-0.0051	0.013
Si	6.8526	-4.0862	12.3336	-0.0069	0.0105	0.0096
Si	-1.418	-1.3405	12.2626	0.0019	0.013	0.0114
Si	-0.2385	0.22	13.5172	0.012	-0.0068	0.025
Si	2.5621	2.9851	13.6781	0.0205	-0.0014	0.0164
Si	0.2918	-5.7699	13.6704	-0.0036	0.005	0.0137
Si	3.0389	-3.1505	13.5225	-0.01	0.0108	0.0259
Si	5.4972	-0.5368	13.8704	-0.0179	0.0028	0.0162
Si	-2.4048	2.4213	13.6223	-0.0051	0.0092	0.0223
Si	5.3343	5.6505	13.6943	0.0008	-0.0056	0.022
Si	-2.9356	-2.4762	13.6412	-0.0028	-0.0123	0.017
Si	4.5093	-2.9735	18.523	-0.0011	-0.0033	0.05
Si	-2.1143	-1.7168	21.3982	0.0015	-0.0007	0.0416
Si	2.2408	0.6592	20.7058	-0.0018	0.0092	0.0434
Si	-1.0012	3.1132	31.522	-0.0014	0.0023	0.0516
Si	1.7891	7.4867	31.0705	-0.0003	0.0052	0.0513
Si	3.7961	-0.4487	16.6864	-0.0129	-0.0106	0.0643
Si	1.4297	-4.9872	21.6131	-0.0042	-0.0072	0.0386
Si	3.8922	3.8506	28.7702	-0.0026	0.0093	0.0513
Si	-0.6248	0.3072	20.0836	-0.0024	0.0108	0.0437
Si	0.7642	2.0597	26.6939	0.0012	-0.0001	0.0559
Si	4.272	2.5057	16.303	-0.0005	0.0088	0.0578
Si	4.9327	1.6977	21.678	0.0036	-0.0017	0.0369
Si	6.8555	-2.2208	27.6094	-0.0051	0.0018	0.047
Si	4.0953	11.3069	24.0748	0.0075	0.008	0.047
Si	1.7879	9.9283	23.2693	-0.0086	0.0077	0.0521
Si	-3.9853	3.4659	22.8589	0.0013	0.0083	0.0368
Si	6.658	-4.7567	22.6001	0.0082	-0.0153	0.0462
Si	2.8997	3.6221	20.6161	0.0003	-0.0102	0.041
Si	-0.7943	8.5428	23.9376	0.0012	0.0017	0.0507
Si	1.6316	1.8699	23.931	0.0054	-0.0083	0.0468
Si	1.2115	-1.6613	15.6321	0.0059	0.0017	0.0554
Si	4.1754	4.4277	23.054	0.0037	-0.0068	0.0508
Si	-4.4723	9.7583	30.277	-0.0131	-0.0134	0.0504
Si	2.4041	-2.3038	20.6457	-0.0096	0.0034	0.0508
Si	0.9843	3.3862	29.2903	-0.0124	0.0103	0.0498
Si	-2.5445	5.5728	30.5565	0.0065	-0.0032	0.0535
Si	0.3687	2.7627	21.3887	-0.0063	0.0062	0.04
Si	7.1875	-3.6496	19.8622	0.0072	0.0063	0.0538
Si	-0.9945	-3.7924	15.8019	0.0007	0.0043	0.0575
Si	-1.3936	4.668	22.5547	-0.0092	0.0025	0.0428
Si	6.907	3.896	15.8323	0.0014	0.0022	0.0576
Si	-6.135	1.1958	29.9084	0.001	-0.0165	0.0534
Si	1.4055	-0.7564	18.415	-0.0095	0.0034	0.0645
Si	3.3165	-5.877	18.0118	0.0279	0.0098	0.0597
Si	-1.4042	3.1481	25.336	-0.0088	-0.0097	0.0482
Si	-0.5089	11.2688	24.8566	-0.003	0.0074	0.0409
Si	-1.663	7.1492	26.4428	-0.0001	0.0044	0.0556
Si	-3.0248	5.2348	24.818	-0.0013	0.0022	0.0493
Si	5.2893	0.4855	27.0245	0.0068	-0.0062	0.0566
Si	3.6169	2.7097	25.7321	0.0056	-0.0008	0.0608
Si	-3.286	0.9765	21.2828	-0.0111	0.0036	0.038
Si	-0.1323	6.2572	28.9012	0.0083	-0.0038	0.0514
Si	0.6549	4.7707	19.0882	0.0133	-0.0117	0.0522
Si	6.5515	3.5101	30.1709	0.0086	0.0078	0.047
Si	5.9834	5.6771	28.4237	-0.0016	-0.0048	0.0447
Si	-3.7332	2.9748	27.5099	-0.0137	0.001	0.0557
Si	-2.2019	-5.5695	18.0424	0.0009	-0.0057	0.0642
Si	3.8276	9.7773	31.1571	0.0049	0.002	0.0435
Si	0.8008	3.2644	38.5351	-0.0013	0.0048	0.1632
Si	3.5372	6.0229	38.52	-0.0115	-0.0136	0.1634
Si	0.8219	8.7156	38.5888	-0.0035	0.0145	0.1875
Si	3.5757	11.4443	38.5674	-0.0237	0.0046	0.2063
Si	6.2541	3.2909	38.6176	-0.0181	0.0162	0.1938
Si	-1.9171	6.0369	38.5737	-0.0227	0.0166	0.1894
Si	6.1964	8.7626	38.5198	0.0032	0.0031	0.1791
Si	-1.9325	0.5135	38.5274	0.0115	0.0055	0.1657
Si	2.166	4.6355	39.8714	0.0202	0.0646	0.2188
Si	4.8952	7.3637	39.8862	-0.1624	0.104	0.3375
Si	2.1897	10.0918	39.9196	-0.0822	0.0708	0.2961
Si	4.9145	1.8972	39.9552	-0.0007	0.0827	0.3721
Si	-3.2545	4.6519	39.9371	-0.056	0.0425	0.3656
Si	-0.5244	7.3394	39.9447	0.0018	0.0505	0.3404
Si	-3.2794	-0.8322	39.8947	-0.0699	0.0304	0.2779
Si	-0.5613	1.8961	39.8723	-0.063	0.0045	0.2773
Si	1.3639	1.3157	6.952	0.0497	0.0395	-0.2392
Si	4.0927	4.0593	6.9233	0.1764	-0.1158	-0.3511
Si	1.357	6.8234	6.9134	0.0106	-0.0638	-0.3282
Si	4.0672	-1.3474	6.9138	0.0609	0.0022	-0.3303
Si	6.8051	1.3862	6.9317	0.0185	-0.1087	-0.2722
Si	-1.3662	4.0793	6.9282	0.0536	0.0026	-0.2952
Si	6.8333	-4.1122	6.9549	-0.0031	-0.1001	-0.2893
Si	-1.3435	-1.3791	6.9226	0.0121	-0.0731	-0.3094
Si	-0.0077	-0.0414	8.319	-0.0321	0.041	-0.1851
Si	2.7661	2.6653	8.2707	-0.0148	-0.0119	-0.176
Si	0.0137	5.4414	8.2613	0.0399	-0.029	-0.1782
Si	2.715	-2.7101	8.2739	0.0562	-0.0563	-0.1898
Si	5.4385	0.004	8.2647	0.0347	-0.019	-0.1825
Si	8.1738	2.7246	8.3023	0.0076	-0.0041	-0.1914
Si	5.4795	5.3802	8.2925	0.0006	0.0138	-0.176
Si	8.2074	-2.7443	8.2853	-0.0127	0.013	-0.1743
O	0.1261	-2.7041	16.234	-0.0015	-0.0011	-0.0295
N	0.5861	1.1765	20.8893	0.0005	-0.0046	-0.0215
O	1.4088	4.0359	14.2152	0.0007	-0.0016	-0.0246
O	0.4254	-0.5726	14.7593	-0.0088	0.016	-0.0371
O	6.778	-1.4974	14.2508	0.0034	0.002	-0.0157
O	-1.6621	1.6934	32.003	-0.0007	0.0103	-0.0247
N	4.4728	1.1015	25.608	-0.0149	-0.0017	-0.0316
O	8.1009	3.3077	14.9318	0.0061	-0.0136	-0.0288
O	4.8855	9.2399	30.0456	0.008	0.0012	-0.0187
O	1.1224	6.9146	29.7079	-0.0162	-0.0069	-0.0235
O	5.1275	11.3679	22.812	-0.0031	0.0092	-0.0234
N	0.844	0.3708	23.8221	0.0039	-0.0075	-0.0364
N	-1.5749	4.4442	24.2524	0.0025	0.0069	-0.028
O	6.9424	9.0489	31.6438	-0.0023	0.005	-0.0358
O	1.4408	-2.1243	19.318	-0.006	0.0127	-0.0311
O	-0.3321	-5.0211	14.9819	0.0111	-0.0173	-0.0399
O	-2.1477	-3.1065	14.9131	-0.0132	0.0103	-0.028
O	4.5236	-0.4633	15.2064	0.0258	0.0067	-0.0481
O	2.0586	-3.4856	21.7218	0.0016	0.0045	-0.0189
O	-0.6411	-0.7138	32.7217	-0.001	-0.0031	-0.0033
O	4.7953	4.7566	32.6181	0.0022	0.0007	-0.0094
O	4.5777	9.5388	32.6008	0	0.0075	-0.0379
O	3.8477	-2.645	19.9695	0.0068	0.0037	-0.0186
O	5.8714	2.663	16.0542	0.0052	-0.0006	-0.0147
O	-2.397	6.172	32.0531	-0.005	0.0057	-0.0398
O	-2.0646	1.0876	20.1782	0.0033	0.0032	-0.0156
O	1.9147	2.3279	32.6978	0.0053	-0.0083	-0.0211
O	-1.3399	9.9233	24.621	0.0126	-0.0043	-0.0185
O	-1.3302	1.7407	24.5186	-0.0006	-0.0056	-0.0092
O	3.7435	4.3998	19.4632	0.0083	0.01	-0.0349
O	2.8393	6.4637	31.7969	-0.0085	0.0061	-0.0196
N	3.3888	1.957	20.9132	-0.0088	0.0025	-0.0152
O	3.3805	2.3566	14.9487	-0.018	0.0023	-0.0459
O	-1.5671	6.4555	29.6356	0.0116	0.0077	-0.0269
O	-3.3421	2.7991	29.0748	0.006	-0.0039	-0.0334
O	7.6188	4.4285	17.1961	-0.0139	-0.0088	-0.0362
O	2.5157	8.9177	30.8643	0.006	-0.0024	-0.014
O	-2.9585	-4.9847	19.3453	0.0076	-0.0145	-0.0336
O	6.4678	12.4571	27.1648	-0.0016	-0.0023	-0.0242
O	-4.2267	3.1367	31.7489	0.0004	-0.0012	-0.0454
O	7.7486	-0.5411	21.8574	-0.0012	-0.0011	-0.0212
O	0.7879	8.6886	23.5997	0.0043	0.0012	-0.0182
N	2.071	-0.8352	16.843	0.0052	-0.0031	-0.0384
O	4.0417	1.1191	17.1323	0.0004	0.0046	-0.0148
O	6.1371	1.2709	20.6308	0.003	-0.0019	-0.0143
O	1.1316	2.1669	28.237	-0.0069	-0.0111	-0.0401
N	2.7994	-6.1603	21.9871	-0.0086	-0.0017	-0.0297
O	-0.0252	-5.2624	22.3908	0.0144	0.002	-0.0314
O	-5.7619	5.7473	23.012	-0.0027	0.0042	-0.0099
O	4.4662	-1.6516	17.567	-0.004	0.0206	-0.0298
N	-4.1017	5.2618	29.9042	-0.0032	0.0076	-0.033
O	-6.4997	0.5967	28.4063	0.0041	-0.003	-0.0427
O	-2.6238	8.4189	20.0684	-0.0105	-0.004	-0.0206
O	3.1243	12.4629	23.4295	-0.0036	-0.004	-0.0371
O	0.2411	2.7483	30.5587	0.0178	0.008	-0.0291
O	6.1058	5.0771	15.0347	-0.0125	0.011	-0.0323
N	-0.4326	4.1802	32.7667	-0.0021	0.0007	-0.0238
O	-3.2212	2.0671	22.5104	-0.0044	-0.0096	-0.0232
O	0.9643	2.9252	22.9174	-0.0055	0.0055	-0.031
O	-4.7239	7.1907	27.8576	0.0042	0.0051	-0.017
O	6.0738	-3.2639	18.7809	-0.0079	0.0045	-0.0252
O	3.8901	3.8943	24.6025	0.0093	0.0141	-0.0449
O	10.0297	4.5334	18.5557	-0.0155	0.0005	-0.0237
N	2.3262	-0.8429	21.6058	0.0035	-0.0028	-0.0373
O	7.317	9.2745	29.0463	0.004	-0.0059	-0.0332
O	-0.9581	7.3815	25.0158	0.0045	0.0122	-0.0294
O	-0.0958	-0.1015	18.5846	0.0059	-0.0039	-0.034
N	3.6051	0.6158	31.135	0.0131	0.0083	-0.0276
O	4.1739	-4.1656	14.1603	-0.0031	0.0012	-0.0083
N	1.2445	3.5563	20.1471	0.0007	0.004	-0.0295
O	8.893	4.0481	30.6902	-0.0101	0.0074	-0.0241
N	5.2699	3.2495	22.3452	-0.0037	-0.0034	-0.0094
O	-4.0966	3.9937	24.4514	-0.0024	-0.0061	-0.0219
O	-1.0882	3.419	21.5448	0.0068	-0.005	-0.0133
O	0.5632	7.8826	32.034	0.0085	-0.006	-0.03
O	0.1729	4.6785	28.7516	0.006	-0.0013	-0.0177
O	-1.722	8.2148	22.6428	-0.0095	0.0096	-0.0267
O	-2.5889	3.0928	26.4172	0.0189	0.0031	-0.0384
O	-0.1611	3.3294	26.3238	-0.0093	-0.0008	-0.0269
O	-1.3107	1.3035	14.1251	0.0017	-0.0047	-0.0205
O	-2.6048	5.8212	26.2864	-0.0028	-0.0053	-0.0236
O	-0.0017	0.641	26.395	-0.0052	-0.0044	-0.0241
O	2.3166	-2.4649	14.7989	0.0153	-0.0083	-0.0341
N	4.9743	2.9013	29.7247	-0.0046	-0.0003	-0.0316
O	0.891	6.0503	20.0564	-0.0057	-0.008	-0.0285
O	-2.6573	8.3824	26.8085	0.011	-0.0064	-0.022
O	4.4009	5.3943	28.6977	0	-0.0048	-0.0183
O	1.6927	-5.927	17.854	0.0271	0.0096	-0.0217
O	3.7711	3.266	27.2466	-0.0037	-0.0123	-0.0452
O	2.4946	3.8535	29.5752	0.0032	-0.0065	-0.02
O	-0.7273	-1.0469	20.9559	0.0043	0.0041	-0.025
O	-1.6869	-4.338	17.1406	0.0055	0.0128	-0.0359
O	7.3212	6.5769	24.0361	-0.0058	-0.0007	-0.034
O	6.2086	0.4931	30.3453	-0.0028	-0.0017	-0.0133
O	5.8991	-1.0621	26.9112	-0.0042	0.0068	-0.0138
O	3.8632	-4.3444	17.8691	0.0008	-0.004	-0.0138
N	-3.1471	4.8384	22.1536	-0.003	-0.0003	-0.0181
O	3.8801	3.9414	16.9487	0.0111	-0.0212	-0.0366
O	6.5471	-3.7578	21.3547	0.0038	0.0063	-0.036
O	2.4596	0.2219	19.1666	0.0009	-0.0141	-0.0375
O	-0.4207	6.946	27.4675	-0.0135	0.0034	-0.0361
N	1.9765	2.2815	25.5426	0.0014	-0.0045	-0.0412
O	-4.546	4.4067	27.4147	0.0046	-0.0072	-0.0207
O	3.2042	9.9385	24.139	-0.0085	-0.0001	-0.0276
H	2.9884	3.8143	40.8039	-0.2006	0.2962	-0.3187
H	1.3324	5.4454	40.8039	0.3487	-0.3338	-0.2751
H	4.0663	8.1783	40.8186	0.2814	-0.3496	-0.2337
H	5.7218	6.5468	40.8186	-0.2192	0.3274	-0.3203
H	1.3627	10.9083	40.852	0.3607	-0.2341	-0.2352
H	2.9978	9.2565	40.852	-0.2986	0.2902	-0.2659
H	4.0903	2.7166	40.8876	0.2013	-0.3298	-0.2345
H	5.7342	1.0733	40.8876	-0.2703	0.3525	-0.248
H	-2.4436	3.8194	40.8695	-0.2321	0.3439	-0.2584
H	-4.0802	5.4699	40.8695	0.3083	-0.2879	-0.2323
H	-1.3516	8.1557	40.8771	0.3291	-0.2091	-0.2488
H	0.2817	6.5022	40.8771	-0.3645	0.3055	-0.2452
H	-2.4522	-1.6486	40.8271	-0.3473	0.1725	-0.3095
H	-4.0932	-0.0024	40.8271	0.3433	-0.2905	-0.2637
H	0.2722	1.0862	40.8048	-0.3241	0.2464	-0.2929
H	-1.3751	2.7259	40.8048	0.2619	-0.323	-0.2826
H	2.1975	0.5058	6.0196	-0.4534	0.2794	0.2467
H	0.5578	2.1529	6.0196	0.2323	-0.2558	0.2972
H	3.2847	4.8947	5.9909	0.2208	-0.2505	0.3258
H	4.9216	3.2447	5.9909	-0.3737	0.3571	0.1955
H	2.184	6.0069	5.981	-0.2412	0.2696	0.2665
H	0.5235	7.6333	5.981	0.358	-0.3344	0.2536
H	3.2448	-0.5262	5.9814	0.3673	-0.3708	0.2274
H	4.8914	-2.1667	5.9814	-0.2354	0.2145	0.27
H	7.6308	0.5682	5.9992	-0.2462	0.2486	0.2669
H	5.9785	2.2031	5.9992	0.37	-0.3144	0.2648
H	-0.539	3.263	5.9958	-0.2783	0.227	0.2669
H	-2.1934	4.8957	5.9958	0.3373	-0.3482	0.244
H	6.0136	-3.2883	6.0225	0.1878	-0.2532	0.3048
H	7.6471	-4.9419	6.0225	-0.3169	0.3957	0.2268
H	-0.5298	-2.2089	5.9901	-0.3203	0.3863	0.2427
H	-2.1544	-0.5466	5.9901	0.2224	-0.2474	0.301

Results
free energy: -148981.410 eV
free energy less fixed offsets of H -15.71, N -386.36, O -570.45, Si -639.56 eV per atom: -0.690 eV

The program warned: the cutoff lies below the one the program advises for these potential files; the forces do not sum to zero within the program's tolerance; empty levels may hold ghost states of the PAW files; the exchange-correlation potential is rough where the density is thin.
